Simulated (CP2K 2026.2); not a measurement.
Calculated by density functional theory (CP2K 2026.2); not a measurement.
Periodic cell of 513 atoms, Si360O153, from a study of silicon, its oxide and their interface. The atomic structure is a simulated model.
Doubt: the forces sum to 2.49 eV/angstrom along one axis rather than to zero, so they err by at least 0.0049 eV/angstrom per atom on average; the grid cutoff is modest.

Settings
functional: PBE
method: Gaussian and plane waves
basis set: DZVP-MOLOPT-SR-GTH
pseudopotentials: GTH-PBE
grid cutoff: 350 Ry, relative cutoff 50 Ry
k points: Gamma only
occupations: fixed
spin: none
net charge: 0

Cell vectors (angstrom)
a	16.32	0	0
b	0	16.32	0
c	-6.889	-4.7356	33.9889

Atoms and the computed forces on them: element, x, y, z (angstrom), force x, y, z (eV/angstrom)
Si	14.506	15.639	1.461	-0.234	-0.046	0.484
Si	0.946	1.831	1.544	0.02	0.01	0.006
Si	15.5	3.447	1.61	0.023	0.011	0.015
Si	1.677	6.425	1.268	0.009	0.012	-0.018
Si	14.317	10.169	1.519	-0.087	0.031	0.7
Si	1.726	11.714	1.545	-0.018	-0.03	0.027
Si	4.728	14.218	1.319	0.122	-0.058	0.624
Si	7.442	0.75	1.436	0.056	-0.072	0.059
Si	3.531	4.712	1.366	-0.285	0.119	0.517
Si	7.036	6.652	1.379	-0.229	0.175	0.732
Si	3.488	9.983	1.415	-0.201	0.16	0.554
Si	6.527	12.528	1.558	-0.333	0.286	0.435
Si	9.341	15.496	1.53	-0.33	0.025	0.346
Si	12.651	0.817	1.684	0.035	-0.042	0.021
Si	9.176	4.317	1.492	0.354	-0.464	0.141
Si	11.753	7.291	1.387	-0.001	0.002	0.052
Si	9.938	9.147	1.474	0.336	-0.271	0.465
Si	12.627	11.906	1.574	0.277	-0.168	0.583
Si	-0.027	0.085	2.783	0.024	-0.017	-0.034
Si	2.703	2.877	2.686	0.013	0.041	-0.014
Si	0.061	5.375	2.663	0.022	0.009	-0.048
Si	2.614	8.153	2.651	-0.005	0.012	0.005
Si	-0.087	10.865	2.751	-0.042	0.002	-0.049
Si	2.847	13.478	2.66	0.016	0.028	-0.101
Si	5.563	-0.173	2.546	-0.097	-0.025	-0.113
Si	8.135	2.632	2.771	0.019	0.01	-0.009
Si	5.34	5.561	2.643	0.022	0.011	0.003
Si	8.223	8.144	2.752	0.005	-0.016	-0.067
Si	5.321	10.875	2.714	0.021	0.024	-0.042
Si	8.241	13.675	2.685	0.023	0.005	-0.07
Si	10.917	0.01	3.057	-0.048	0.09	0.069
Si	13.656	2.619	2.793	-0.014	-0.004	0.016
Si	10.843	5.5	2.674	0.045	0.012	-0.043
Si	13.483	8.264	2.693	-0.004	0.011	-0.097
Si	10.942	10.833	2.793	0.038	-0.026	-0.035
Si	13.65	13.708	2.672	-0.006	0.01	0.012
Si	14.959	1.336	4.264	-0.024	-0.03	-0.052
Si	1.392	4.139	4.176	-0.022	-0.008	-0.06
Si	14.933	6.802	3.922	-0.027	0.005	-0.006
Si	1.232	9.435	4.08	0.047	0.014	-0.028
Si	15.01	12.361	4.087	-0.056	-0.028	-0.018
Si	1.428	14.935	3.937	-0.032	-0.029	0.024
Si	4.134	1.332	3.843	0.044	0.013	-0.001
Si	6.673	4.049	3.994	0.019	0.047	-0.034
Si	4.068	6.917	4.072	-0.009	-0.001	-0.014
Si	6.78	9.529	4.006	-0.005	0.014	0.042
Si	4.074	12.202	4.192	-0.009	0.016	-0.008
Si	6.854	14.953	4.118	-0.004	0.041	-0.028
Si	9.557	1.472	4.244	-0.048	-0.03	-0.031
Si	12.253	4.102	3.989	-0.035	0.035	0.032
Si	9.499	6.76	4.153	0.026	-0.028	0.005
Si	12.243	9.528	4.225	0.04	-0.003	0.004
Si	9.53	12.237	4.038	-0.026	0.003	0.013
Si	12.251	14.847	4.219	0.051	0.02	-0.051
Si	13.592	-0.052	5.541	-0.014	-0.01	0.026
Si	0.029	2.748	5.508	-0.002	0.033	-0.014
Si	13.609	5.458	5.356	0.014	-0.005	0.023
Si	-0.072	8.088	5.433	-0.013	-0.001	0.034
Si	13.641	10.947	5.458	-0.003	0.013	0.017
Si	0.079	13.654	5.43	0.007	0.019	0.021
Si	2.767	0.014	5.291	-0.024	0.023	0.012
Si	5.385	2.675	5.367	-0.023	-0.002	0.012
Si	2.753	5.515	5.465	0.015	0.004	0
Si	5.453	8.207	5.438	0.002	-0.032	0.012
Si	2.648	10.819	5.434	0.037	-0.012	0.002
Si	5.479	13.589	5.47	0.032	-0.039	0.023
Si	8.17	0.027	5.486	0.002	-0.019	0.001
Si	10.937	2.823	5.499	0.008	-0.01	0.029
Si	8.084	5.383	5.41	-0.009	0.001	-0.025
Si	10.859	8.136	5.506	-0.017	0.013	-0.016
Si	8.136	10.893	5.385	-0.009	-0.001	0.01
Si	10.859	13.515	5.511	0.05	-0.041	0.011
Si	-1.308	14.948	6.841	-0.012	-0.025	0.012
Si	1.419	1.34	6.761	0.027	-0.047	-0.01
Si	-1.37	4.113	6.792	-0.036	0.032	0
Si	1.341	6.807	6.817	-0.019	0.003	0.015
Si	-1.361	9.521	6.792	-0.017	0.005	-0.009
Si	1.361	12.234	6.798	-0.016	0.005	0.006
Si	4.085	14.986	6.745	-0.014	0.035	-0.013
Si	6.769	1.379	6.791	0.006	0.018	-0.002
Si	4.08	4.072	6.766	0.006	-0.025	0.006
Si	6.78	6.793	6.78	-0.016	-0.012	0.003
Si	4.061	9.524	6.804	0.005	0.018	0.002
Si	6.82	12.229	6.816	0	-0.02	0.019
Si	9.521	14.951	6.819	-0.001	0.007	-0.001
Si	12.246	1.375	6.834	-0.005	0.013	0.001
Si	9.495	4.115	6.818	0.029	0.003	0.01
Si	12.255	6.779	6.798	0.043	-0.016	-0.011
Si	9.483	9.53	6.792	-0.015	0.024	-0.008
Si	12.248	12.212	6.863	0.007	-0.019	0.009
Si	0.048	0.01	8.16	-0.002	0.02	0.003
Si	2.734	2.718	8.143	-0.021	0.023	0.008
Si	-0.012	5.446	8.172	0.017	-0.009	0.02
Si	2.708	8.165	8.169	-0.009	-0.006	0.003
Si	-0.003	10.877	8.16	0.004	-0.006	0.002
Si	2.734	13.615	8.126	0.006	-0.012	-0.007
Si	5.422	0.009	8.147	0.014	0.018	-0.005
Si	8.149	2.721	8.157	0.005	-0.007	0.007
Si	5.433	5.428	8.145	0.002	-0.013	0.003
Si	8.138	8.158	8.15	0.01	-0.006	-0.004
Si	5.43	10.884	8.159	-0.004	0.01	0.008
Si	8.166	13.596	8.179	0.007	-0.011	0.003
Si	10.878	0.003	8.173	-0.002	0.006	0.009
Si	13.614	2.737	8.167	0.013	-0.002	0.014
Si	10.876	5.453	8.172	-0.027	0.012	0.007
Si	13.596	8.163	8.154	-0.015	0.003	-0.002
Si	10.865	10.852	8.181	0.013	-0.011	-0.004
Si	13.623	13.593	8.185	0.004	-0.006	0.01
Si	-1.362	1.34	14.967	0.018	0.01	-0.003
Si	1.343	4.071	14.948	-0.001	-0.01	-0.018
Si	-1.37	6.802	15.023	0	-0.02	0.012
Si	1.328	9.535	14.972	-0.007	-0.005	-0.011
Si	-1.351	12.224	14.989	0.001	0.008	-0.001
Si	1.368	-1.374	14.989	0.001	0.01	0.007
Si	4.074	1.353	14.989	-0.01	0.018	0.001
Si	6.799	4.094	14.931	0.009	-0.009	-0.003
Si	4.053	6.816	14.898	-0.015	0.015	-0.02
Si	6.805	9.565	14.902	0.002	0.004	-0.009
Si	4.062	12.244	14.972	0.025	-0.015	0.001
Si	6.798	-1.36	14.957	0.02	0	-0.004
Si	9.544	1.35	14.899	-0.019	0.013	-0.013
Si	12.275	4.078	14.94	-0.016	-0.002	-0.002
Si	9.517	6.799	14.951	0.013	0	0
Si	12.244	9.512	14.988	-0.018	0.01	-0.011
Si	9.521	12.241	14.98	-0.019	-0.005	-0.004
Si	12.261	-1.372	14.965	0.007	-0.003	-0.011
Si	-2.715	-0.015	16.349	-0.039	0.022	-0.013
Si	0.001	2.697	16.318	0.016	-0.004	-0.011
Si	-2.758	5.437	16.375	-0.009	-0.018	0.042
Si	-0.003	8.184	16.375	-0.002	0.041	-0.012
Si	-2.703	10.855	16.36	0.014	0.006	-0.004
Si	0.029	13.564	16.355	0.014	-0.04	-0.009
Si	2.721	-0.02	16.368	-0.009	-0.03	0
Si	5.455	2.742	16.302	0.016	0.018	0.006
Si	2.708	5.454	16.263	-0.001	0.001	-0.018
Si	5.401	8.227	16.194	-0.011	-0.007	-0.051
Si	2.661	10.915	16.337	-0.008	0.021	-0.012
Si	5.432	13.605	16.323	-0.02	0.007	0.014
Si	8.194	0.012	16.269	-0.011	-0.012	-0.008
Si	10.95	2.658	16.244	0.007	-0.043	-0.001
Si	8.125	5.47	16.302	0.027	0.021	0.03
Si	10.871	8.145	16.333	0.018	0.002	-0.003
Si	8.142	10.88	16.328	0.006	-0.005	0.006
Si	10.909	13.588	16.328	-0.01	-0.01	-0.005
Si	-1.36	-1.415	17.664	0.04	0.007	0.013
Si	1.359	1.359	17.711	-0.008	0.034	-0.007
Si	-1.387	4.017	17.674	-0.02	-0.022	-0.01
Si	1.393	6.799	17.664	-0.015	0.001	0
Si	-1.33	9.553	17.789	-0.019	-0.026	-0.009
Si	1.352	12.238	17.813	-0.001	0.006	0.023
Si	4.044	-1.429	17.738	0.008	-0.005	-0.019
Si	6.801	1.327	17.619	0.015	0.025	0.024
Si	4.083	4.136	17.621	0.021	-0.031	-0.006
Si	6.688	6.896	17.581	0.048	-0.013	-0.01
Si	4.08	9.562	17.591	-0.039	0.012	0.022
Si	6.842	12.309	17.682	-0.006	-0.003	-0.026
Si	9.606	-1.279	17.64	0.03	0.041	-0.014
Si	12.247	1.34	17.739	-0.032	0.024	-0.016
Si	9.59	4.046	17.498	-0.043	0.01	0.039
Si	12.229	6.847	17.757	0.022	0.041	0.012
Si	9.429	9.429	17.677	-0.006	-0.005	-0.031
Si	12.189	12.148	17.699	0.005	0.007	-0.004
Si	-0.012	-0.056	19.032	0.012	-0.034	-0.009
Si	2.796	2.757	18.985	-0.016	-0.012	0.024
Si	-0.007	5.399	18.94	0.011	-0.035	0.014
Si	2.818	8.162	18.98	0.045	-0.049	0.055
Si	0.027	10.879	19.244	-0.032	-0.035	-0.007
Si	2.708	13.579	19.234	0.009	0.023	-0.043
Si	5.462	-0.058	18.988	0.029	-0.012	-0.001
Si	8.244	2.703	18.848	0.034	0.023	-0.061
Si	5.367	5.566	18.978	-0.021	0.004	0.062
Si	7.978	8.173	19.07	0.054	0.008	-0.008
Si	5.38	10.977	18.943	0.018	0.018	0.077
Si	8.28	-2.613	18.971	-0.053	0.012	0.024
Si	10.917	-0.01	19.164	-0.007	0.023	-0.025
Si	-2.711	2.676	19.117	-0.003	0.034	0
Si	10.774	5.437	18.965	-0.009	-0.034	0.029
Si	-2.688	8.204	19.162	-0.044	0.005	-0.028
Si	10.766	10.757	19.027	0.014	-0.008	0.038
Si	-2.727	13.512	18.988	-0.028	-0.014	0.02
Si	-1.411	1.177	20.465	-0.058	-0.032	0.025
Si	1.411	4.135	20.282	-0.021	-0.11	0.044
Si	-1.112	6.879	20.368	0.006	0.035	-0.037
Si	1.59	9.513	20.433	-0.01	0.017	0.065
Si	-1.44	12.265	20.532	0.023	0.02	0.038
Si	1.316	-1.325	20.535	0.019	-0.034	0.042
Si	4.187	1.376	20.303	0.002	0.025	0.054
Si	7.14	4.434	19.947	0.209	0.22	-0.448
Si	4.132	6.921	20.543	0.006	0.014	0.048
Si	6.655	9.663	20.368	0.024	-0.019	0.011
Si	4.182	12.259	20.556	-0.012	0	0.108
Si	6.923	-1.289	20.368	0.049	0.03	0.005
Si	9.511	1.456	20.412	-0.035	-0.022	0.02
Si	-4.117	4.138	20.33	-0.275	-0.317	-0.389
Si	8.767	6.197	20.056	-0.068	0.001	-0.046
Si	12.13	9.506	20.5	0.013	-0.078	0.014
Si	9.536	12.266	20.324	0.017	0.015	-0.008
Si	-4.022	-1.498	20.445	-0.013	0.057	0.042
Si	-2.279	-0.685	21.817	0.176	0.012	-0.51
Si	0.245	2.473	21.455	-0.018	0.102	-0.73
Si	-2.412	6.193	22.139	0.407	0.104	-0.438
Si	0.721	7.664	21.556	0.261	-0.044	-0.528
Si	-3.301	11.325	21.724	0.001	0.199	-0.51
Si	-0.461	-2.297	21.806	-0.003	-0.061	0.07
Si	2.543	0.342	21.726	0.204	-0.223	-0.701
Si	5.713	2.471	21.716	-0.154	-0.224	-0.566
Si	2.326	5.85	21.643	0.002	-0.028	0.02
Si	5.057	8.78	21.864	-0.012	-0.025	0.034
Si	3.302	10.419	21.79	-0.002	-0.005	0.024
Si	6.029	-3.012	21.66	-0.015	-0.222	-0.55
Si	7.959	0.328	21.766	0.382	-0.352	-0.207
Si	10.686	3.06	21.674	0.36	-0.383	-0.196
Si	9.415	5.86	22.223	-0.7	0.115	0.07
Si	11.621	8.096	22.341	-0.038	0.487	-0.549
Si	11.332	13.04	21.658	0	-0.013	0.025
Si	7.614	11.519	21.428	-0.061	0.059	-0.041
Si	1.112	-2.981	26.587	-0.041	-0.179	-0.08
Si	3.161	0.313	24.728	0.045	0.01	-0.194
Si	-0.121	3.341	24.228	-0.015	0.096	-0.102
Si	2.298	5.36	23.967	0.05	0.14	-0.669
Si	0.98	7.965	24.555	-0.08	0.061	-0.158
Si	2.218	10.727	23.856	0.319	-0.14	-0.632
Si	4.842	0	26.998	-0.105	0.039	0.071
Si	6.004	5.544	30.688	0.025	-0.12	0.028
Si	4.362	3.177	24.35	0.013	-0.012	0.001
Si	8.265	6.359	24.193	0.447	-0.134	-0.51
Si	6.364	8.665	23.908	-0.529	0.172	-0.558
Si	3.744	10.107	28.147	-0.127	0.085	-0.053
Si	0.831	1.206	26.101	-0.01	-0.022	0.115
Si	-4.075	0.047	24.23	0.038	-0.11	0.022
Si	-4.666	2.859	23.768	-0.036	0.03	-0.621
Si	-2.484	4.77	24.753	-0.1	0.115	-0.141
Si	8.044	11.154	23.635	-0.212	0.167	-0.558
Si	-0.014	12.864	23.831	-0.033	0.338	-0.535
Si	-6.372	-0.071	31.441	0.023	-0.067	0.152
Si	2.51	-1.677	33.577	-0.091	0.505	0.336
Si	8.492	8.129	28.612	0.005	-0.03	-0.042
Si	9.181	-0.486	23.622	-0.297	0.201	-0.447
Si	-4.71	12.529	26.434	0.023	-0.051	-0.151
Si	-2.45	11.162	24.743	-0.074	-0.021	-0.104
Si	2.554	1.846	28.348	0.038	-0.117	-0.025
Si	-3.424	6.763	31.415	0.049	0.074	-0.208
Si	7.029	3.871	25.826	-0.048	0.155	-0.107
Si	3.802	0.262	31.759	0.049	-0.062	0
Si	8.608	11.452	32.391	-0.083	0.089	0.246
Si	10.666	8.132	25.076	-0.07	0.006	-0.084
Si	10.185	2.698	28.789	-0.026	0.051	0.001
Si	-0.737	-0.819	27.643	-0.076	0.013	-0.129
Si	10.281	5.55	27.883	0.026	-0.048	0.034
Si	5.516	8.03	32.553	0.002	-0.074	0.094
Si	3.35	9.501	30.926	-0.028	-0.105	-0.02
Si	1.165	5.946	33.406	0.093	-0.101	0.187
Si	-0.325	3.39	32.549	0.147	-0.037	0.093
Si	5.829	8.29	26.863	0.022	0.204	-0.048
Si	7.867	-0.898	33.482	0.191	-0.182	0.483
Si	6.253	-3.021	31.815	-0.011	0.014	0.067
Si	7.824	4.217	32.707	0.026	0.016	0.063
Si	1.113	1.379	30.95	0.001	0.007	-0.217
Si	-1.47	-0.094	30.59	-0.012	0.136	0.023
Si	-3.532	9.145	29.931	-0.068	0.032	0.075
Si	-0.934	8.235	30.755	-0.049	-0.029	-0.092
Si	-5.873	2.542	33.047	0.098	-0.249	0.692
Si	-2.693	-1.708	32.874	-0.043	-0.023	0.169
Si	7.591	-0.302	26.174	-0.033	-0.029	-0.105
Si	6.016	1.723	33.465	-0.355	0.113	0.698
Si	5.648	5.572	27.793	-0.014	0.008	0.072
Si	3.504	4.623	29.452	0.094	0.123	0.075
Si	0.669	10.613	28.042	0.106	0.095	0.051
Si	-1.243	8.772	26.401	-0.057	-0.003	-0.022
Si	-3.676	-1.107	27.15	0.039	0.1	-0.005
Si	-3.547	6.732	26.627	-0.087	0.148	0.059
Si	3.794	12.332	26.15	-0.12	-0.116	-0.049
Si	-3.213	4.069	32.417	-0.098	0.139	0.24
Si	1.753	6.929	30.575	-0.032	0	0.006
Si	6.354	-2.888	24.771	0.111	0.025	-0.291
Si	10.237	-3.282	23.73	0.39	-0.05	-0.556
Si	5.527	-0.877	29.611	0.092	-0.126	0.094
Si	9.775	3.218	26.093	0.121	0.136	0.001
Si	-5.135	-3.472	33.404	-0.387	0.123	0.59
Si	-0.001	-3.236	33.275	0.163	-0.201	0.546
Si	-4.122	0.635	29.816	-0.049	-0.097	-0.048
Si	0.617	10.73	31.203	-0.007	0.018	-0.128
Si	8.24	0.438	29.013	-0.053	0.063	-0.08
Si	4.316	-4.156	33.869	0.583	-0.172	0.221
Si	-5.57	9.981	27.687	0.047	-0.067	-0.009
Si	-5.565	7.816	33.408	-0.095	-0.245	0.564
Si	-3.868	10.152	32.92	0.038	-0.078	-0.072
Si	8.386	8.604	31.669	0.028	0.033	-0.04
Si	-1.33	1.371	9.512	0.011	0.017	0.013
Si	1.359	4.07	9.508	-0.014	-0.035	0.004
Si	-1.368	6.81	9.523	0.012	0.017	-0.007
Si	1.356	9.531	9.527	0.021	0.024	0.01
Si	-1.356	12.222	9.541	-0.021	-0.024	0.007
Si	1.38	14.953	9.518	-0.004	-0.003	-0.004
Si	4.08	1.366	9.521	0.001	0	-0.006
Si	6.799	4.088	9.517	0.018	0.019	-0.001
Si	4.067	6.787	9.514	-0.014	-0.024	0.001
Si	6.783	9.515	9.518	-0.009	-0.017	-0.003
Si	4.081	12.262	9.509	0.016	0.013	0.008
Si	6.79	14.969	9.509	-0.004	0.004	-0.002
Si	9.508	1.356	9.523	-0.019	-0.012	0.005
Si	12.235	4.079	9.523	-0.013	-0.012	-0.001
Si	9.52	6.823	9.52	0.022	0.014	0.011
Si	12.234	9.501	9.531	-0.032	-0.02	0.01
Si	9.526	12.234	9.534	0.005	0.008	-0.009
Si	12.255	14.966	9.526	0.013	0.018	0.001
Si	13.625	0.006	10.875	0.002	0.001	0
Si	0.016	2.72	10.888	0.007	0.015	0.002
Si	13.594	5.444	10.881	-0.012	0.003	-0.002
Si	-0.011	8.168	10.881	-0.012	-0.017	0.001
Si	13.592	10.867	10.893	0.001	0	-0.003
Si	0.012	13.596	10.879	0.003	-0.001	-0.008
Si	2.724	0	10.883	0.007	0.008	0.007
Si	5.44	2.724	10.876	0.01	-0.007	0.004
Si	2.705	5.434	10.881	-0.005	-0.005	-0.001
Si	5.425	8.156	10.875	0.002	0.005	-0.005
Si	2.716	10.902	10.871	-0.009	0	0
Si	5.437	13.618	10.874	0.007	0.002	-0.002
Si	8.152	-0.004	10.883	-0.002	0.003	0.002
Si	10.882	2.712	10.877	-0.007	0.001	0.002
Si	8.162	5.452	10.869	0.01	-0.01	-0.004
Si	10.882	8.158	10.899	0.003	0.011	0.005
Si	8.153	10.876	10.88	0.002	0.002	0.003
Si	10.894	13.594	10.884	-0.003	-0.012	0
Si	-1.345	-1.367	12.24	-0.001	-0.001	-0.004
Si	1.361	1.347	12.252	-0.011	-0.002	-0.001
Si	-1.35	4.089	12.231	0.008	-0.012	-0.011
Si	1.336	6.801	12.238	-0.007	0.019	0.002
Si	-1.373	9.508	12.255	0.002	0.006	0.004
Si	1.361	12.246	12.252	0.001	-0.006	0
Si	4.084	-1.349	12.247	0.002	-0.004	0.007
Si	6.797	1.367	12.24	-0.008	0.002	0.008
Si	4.07	4.071	12.235	-0.003	-0.004	-0.002
Si	6.801	6.81	12.231	0.007	-0.008	-0.007
Si	4.064	9.531	12.225	0.003	0.002	-0.002
Si	6.792	12.252	12.226	-0.007	0.008	-0.003
Si	9.518	-1.376	12.232	0.009	0	-0.005
Si	12.256	1.357	12.235	0.003	-0.001	-0.004
Si	9.525	4.086	12.221	-0.004	0.01	-0.006
Si	12.239	6.793	12.257	0	-0.004	0.004
Si	9.53	9.534	12.243	0.008	-0.012	0.002
Si	12.249	12.238	12.258	-0.006	0.004	0.002
Si	0.006	-0.019	13.618	-0.009	-0.012	-0.004
Si	2.719	2.706	13.609	-0.007	-0.005	0
Si	-0.022	5.452	13.619	0.001	0.001	0.006
Si	2.683	8.185	13.58	-0.002	-0.005	0
Si	-0.015	10.88	13.599	-0.013	-0.006	-0.002
Si	2.724	13.611	13.607	0	0.01	0.002
Si	5.441	0.012	13.61	0.013	0.013	0.001
Si	8.169	2.733	13.58	0.022	0.017	-0.017
Si	5.43	5.445	13.572	0.013	0.004	-0.001
Si	8.17	8.173	13.587	0.004	0.01	0.002
Si	5.417	10.906	13.575	-0.016	-0.016	-0.007
Si	8.157	13.589	13.603	-0.016	-0.027	0.001
Si	10.9	-0.03	13.576	-0.014	-0.001	0.003
Si	-2.691	2.719	13.588	-0.012	0.004	0.001
Si	10.877	5.427	13.603	-0.02	-0.035	-0.009
Si	-2.723	8.144	13.629	-0.014	-0.004	0.009
Si	10.888	10.883	13.624	0.024	0.026	-0.002
Si	-2.695	13.593	13.613	0.025	0.009	-0.012
O	6.606	3.797	21.382	0.179	0.317	0.565
O	-3.329	5.041	21.459	0.009	-0.063	0.173
O	10.813	6.697	22.232	0.047	-0.357	0.042
O	-3.711	1.617	24.154	0.683	0.162	-0.035
O	1.436	1.507	22.061	0.044	0.159	0.432
O	-0.547	3.186	22.684	-0.289	0.386	0.028
O	-1.836	5.67	23.567	0.474	-0.047	0.17
O	8.956	10.112	31.562	0.469	0.086	-0.392
O	-0.154	7.801	25.69	-0.095	-0.398	0.105
O	7.359	4.9	31.307	0.267	0.097	-0.507
O	-3.147	10.876	23.308	-0.169	-0.387	0.057
O	1.793	0.034	25.544	-0.18	-0.698	0.181
O	6.739	1.332	22.295	-0.093	-0.163	0.302
O	4.609	2.985	22.776	-0.363	0.097	-0.156
O	2.103	6.802	24.698	0.535	0.11	0.489
O	5.74	8.956	25.387	-0.428	0.354	0.28
O	9.631	4.238	22.201	-0.392	-0.235	-0.074
O	6.904	7.153	23.798	-0.245	-0.644	-0.363
O	-4.973	2.003	29.658	-0.04	0.122	0.231
O	2.15	9.97	27.874	0.15	-0.349	-0.256
O	-1.404	12.358	24.485	-0.106	0.339	0.047
O	4.108	5.197	28.066	-0.523	-0.004	-0.737
O	6.991	8.67	32.476	0.183	0.083	0.153
O	-4.446	3.037	32.465	0.029	-0.096	-0.39
O	2.708	-2.978	26.787	0.368	0.594	0.211
O	7.477	-4.046	31.572	-0.036	-0.213	-0.544
O	4.919	1.202	32.409	-0.13	0.05	-0.443
O	-2.156	-1.271	31.429	0.068	-0.258	-0.305
O	-2.781	-0.429	33.866	0.207	0.312	-0.236
O	-4.3	7.103	32.708	0.146	-0.422	0.338
O	-2.508	7.931	27.001	-0.002	0.246	0.594
O	-3.733	10.016	31.305	0.111	0.27	-0.117
O	7.591	5.296	33.879	-0.153	0.496	-0.114
O	8.21	2.822	26.115	-0.067	-0.539	-0.071
O	-6.388	-3.934	32.474	-0.22	0.235	-0.601
O	1.041	-2.004	32.916	-0.131	0.208	-0.377
O	7.296	11.786	0.308	0.154	0.016	-0.179
O	10.003	4.796	26.46	0.123	0.4	-0.407
O	5.958	-2.485	23.235	-0.159	0.459	0.174
O	5.701	6.698	26.656	0.073	-0.218	-0.419
O	10.97	8.836	23.642	-0.273	0.746	-0.005
O	-4.328	-2.562	27.401	-0.18	-0.048	0.531
O	0.67	2.882	31.368	0.346	0.261	-0.351
O	6.821	2.978	32.869	0.121	0.087	-0.08
O	10.786	-0.171	23.527	0.089	0.147	-0.221
O	0.884	11.562	23.424	-0.273	-0.172	-0.342
O	0.991	4.488	24.348	-0.066	0.151	0.381
O	0.053	4.918	32.864	-0.451	0.352	0.116
O	3.101	11.534	24.931	0.219	0.092	-0.093
O	-3.469	11.641	25.899	0.136	-0.281	0.448
O	-0.453	9.567	27.56	-0.228	-0.026	0.221
O	-4.816	-0.243	31.012	0.113	-0.343	0.272
O	3.841	1.049	27.743	0.064	0.209	0.029
O	-0.958	-0.69	29.21	0.062	-0.134	0.204
O	4.55	8.787	27.7	-0.114	-0.211	0.16
O	2.741	8.159	30.237	0.087	-0.004	-0.295
O	-3.042	4.796	33.861	0.307	0.143	-0.068
O	10.343	15.502	0.161	-0.056	-0.197	-0.212
O	-0.402	0.581	26.916	-0.383	0.353	0.16
O	5.889	-2.224	30.443	0.115	-0.08	-0.382
O	8.068	11.007	33.861	0.189	-0.129	-0.039
O	1.622	2.223	27.083	0.074	0.632	0.024
O	10.785	9.187	26.28	0.05	0.092	-0.231
O	10.015	1.655	0.092	-0.321	0.118	0.304
O	1.819	6.739	32.173	0.209	0.255	0.26
O	7.106	-1.762	25.657	0.304	-0.324	0.25
O	0.243	7.321	30.095	-0.085	-0.282	-0.549
O	6.499	4.321	27.276	0.164	-0.321	0.362
O	1.76	9.379	24.639	0.117	0.105	0.424
O	9.492	9.4	28.494	-0.128	0.204	0.214
O	-2.895	-0.657	23.363	0.334	-0.173	0.275
O	4.719	4.544	30.541	-0.097	-0.428	0.305
O	7.705	5.071	24.984	-0.233	-0.011	-0.016
O	7.152	0.559	33.591	0.01	0.28	0.002
O	2.266	5.567	29.88	-0.333	-0.191	0.008
O	-1.933	8.976	29.704	0.228	0.063	-0.488
O	-1.43	3.618	25.099	-0.068	-0.206	0.456
O	8.572	0.186	24.976	-0.051	0.332	0.198
O	8.729	1.999	29.071	-0.369	0.16	-0.067
O	6.735	-1.924	32.916	-0.257	-0.098	0.146
O	4.326	11.345	27.302	0.571	-0.034	-0.065
O	4.032	10.341	29.721	0.261	0.311	0.22
O	9.376	3.769	32.871	0.338	0.174	0.111
O	3.024	3.125	29.184	-0.054	-0.048	0.217
O	0.112	-4.327	32.066	-0.048	0.013	-0.253
O	10.309	2.801	24.657	-0.534	-0.365	-0.235
O	7.215	8.518	27.683	0.138	0.375	0.159
O	8.135	8.012	30.19	-0.1	-0.152	0.003
O	0.446	11.001	29.606	-0.046	0.351	-0.017
O	9.181	-0.336	30.056	0.188	-0.592	-0.09
O	9.198	6.729	28.157	-0.26	-0.193	-0.247
O	-4.078	7.627	30.201	-0.417	-0.424	-0.489
O	3.121	-0.164	23.183	0.212	-0.546	0.287
O	9.813	1.405	32.086	-0.332	0.083	-0.012
O	-1.765	9.808	25.274	0.03	-0.063	-0.307
O	-1.891	7.266	31.641	0.199	-0.353	0.271
O	10.545	2.381	27.238	0.375	-0.313	-0.102
O	-1.559	-2.748	33.405	-0.24	-0.365	0.178
O	3.585	4.574	24.581	0.353	0.188	0.148
O	-3.893	4.208	24.211	-0.126	0.109	0.117
O	-4.159	-0.442	25.757	-0.326	0.079	0.001
O	2.169	10.414	31.548	0.293	0.122	0.269
O	10.645	11.548	27.29	-0.565	0.283	0.121
O	8.435	-0.279	27.565	0.477	-0.155	-0.072
O	10.176	4.327	28.983	0.11	0.034	0.463
O	7.198	12.055	24.691	-0.006	-0.234	0.533
O	7.714	9.592	23.885	0.645	-0.131	-0.049
O	-2.651	5.489	26.174	0.182	-0.322	0.376
O	6.73	0.22	29.562	0.076	0.362	0.339
O	3.506	1.9	24.836	-0.303	0.175	0.089
O	0.526	11.91	27.086	-0.218	-0.031	-0.021
O	2.391	1.02	31.857	-0.164	-0.047	0.536
O	5.465	6.741	31.604	-0.061	-0.184	0.044
O	-2.557	9.6	33.702	0.268	-0.262	-0.361
O	10.99	-3.055	25.134	-0.086	0.216	0.209
O	-2.093	-1.372	26.987	0.205	-0.435	-0.16
O	-1.853	3.295	32.056	-0.045	-0.534	-0.563
O	-0.233	9.408	31.622	0.052	-0.036	0.484
O	3.613	-1.144	32.519	0.274	-0.197	0.029
O	9.071	-2.127	23.631	-0.479	-0.002	-0.248
O	6.319	6.071	29.185	0.454	0.183	-0.097
O	12.083	12.326	0.08	-0.579	-0.086	-0.162
O	-4.055	-0.168	28.409	-0.161	0.126	-0.158
O	-4.443	7.095	25.33	-0.016	-0.247	-0.536
O	-3.175	7.579	22.563	0.306	0.291	0.198
O	0.241	7.906	23.114	-0.4	0.264	0.087
O	9.207	-1.012	32.535	0.395	-0.374	0.005
O	-4.568	6.267	27.808	0.183	-0.041	0.302
O	-0.241	2.537	33.919	-0.159	-0.154	-0.235
O	4.435	9.111	32.043	0.038	0.466	0.222
O	-4.261	9.787	28.647	0.09	0.045	-0.272
O	9.241	7.344	25.082	-0.122	0.113	0.242
O	9.249	9.857	0.151	-0.055	-0.156	-0.155
O	1.567	1.091	29.413	-0.139	-0.408	-0.248
O	5.801	3.204	25.05	0.083	-0.057	0.262
O	0.404	1.937	24.757	0.142	-0.416	-0.384
O	8.065	5.441	1.042	-0.158	0.031	-0.43
O	-0.179	0.492	31.345	0.129	-0.328	0.585
O	0.764	-2.694	25.03	0.292	0.397	-0.019
O	4.246	-0.517	25.585	0.286	-0.307	-0.299
O	-5.215	9.407	33.432	-0.485	0.33	0.143
O	5.018	-3.174	25.58	-0.118	0.386	0.143
O	-2.62	1.008	30.283	0.061	0.579	-0.018
O	9.603	11.539	23.883	0.453	-0.284	-0.003
O	4.26	-0.12	30.269	-0.501	-0.004	-0.501
O	-3.469	5.166	31.244	0.069	-0.206	-0.375
O	5.004	-3.902	32.404	-0.288	-0.38	-0.623
O	-4.043	11.653	33.446	0.287	0.108	0.351
O	-4.207	-2.287	32.786	0.023	0.436	-0.154
O	6.286	0.613	26.539	-0.065	0.699	-0.203
O	0.491	-1.826	27.489	0.255	0.118	0.379
O	5.127	-1.199	28.069	-0.229	-0.467	-0.372
O	9.406	7.654	32.512	-0.267	-0.509	-0.017

Results
total energy: -105594.919 eV
total energy less fixed offsets of O -438.35, Si -107.03 eV per atom: 3.431 eV
